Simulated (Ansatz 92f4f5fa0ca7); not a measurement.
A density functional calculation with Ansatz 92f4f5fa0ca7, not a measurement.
Periodic cell of 213 atoms, Si132O80H1, from a study of silicon, its oxide and their interface. The atomic structure is a simulated model.

Settings
functional: PBE
potential files: Ansatz PAW
basis: plane waves
wave-function cutoff: 700 eV
density cutoff ratio: 5
exchange-correlation grid ratio: 1
k mesh: 2 x 2 x 1, shifted by 0.5 0.5 0.5 of a step
self-consistency stop: 5e-08 eV per atom in the density residual
occupations: fixed
spin: none
net charge: +1 e, with a uniform compensating background and no finite-size correction

Cell vectors (angstrom)
a  10.938  0  0
b  0  10.938  0
c  0  0  31.6884

Atoms and the computed forces on them: element, x, y, z (angstrom), force x, y, z (eV/angstrom)
Si  -0.543  0.6011  24.1871  -0.0364  0.0448  -0.0565
Si  6.169  -0.5229  24.0771  0.0508  -0.021  -0.0579
Si  2.3517  3.2059  24.4984  -0.0072  0.0381  -0.0568
Si  8.6547  2.4113  24.3932  0.035  -0.0251  -0.052
Si  0.5326  4.8593  24.2729  0.0181  -0.04  -0.046
Si  5.1678  5.7193  24.3712  -0.0352  -0.0007  -0.0377
Si  3.3358  7.5164  24.2303  0.0269  -0.0617  -0.0541
Si  7.7845  8.6248  24.3254  -0.0265  0.025  -0.0579
Si  1.3214  1.3532  25.4963  -0.036  0.0151  0.0106
Si  6.8905  1.2911  25.486  0.0023  -0.0116  0.0039
Si  4.0841  4.1465  25.7427  0.0103  0.0371  -0.0339
Si  9.7053  4.0677  25.6458  0.0087  0.0056  -0.0059
Si  1.4461  6.7494  25.4677  -0.0134  -0.0325  0.0039
Si  6.8416  6.8577  25.5825  -0.0145  0.0111  0.0008
Si  4.2216  9.5003  25.279  0.024  -0.0018  0.0258
Si  9.5823  9.6491  25.4605  -0.0075  0.0211  -0.0025
Si  2.7798  -0.0643  26.7645  0.0167  -0.0196  0.0593
Si  8.2243  -0.0189  26.9344  -0.0019  -0.0014  -0.0351
Si  0.0607  2.6807  26.9934  -0.0007  -0.0153  -0.0437
Si  5.5071  2.6775  26.8832  0.0165  -0.0289  0.0657
Si  2.7024  5.498  27.0152  -0.0054  0.0195  -0.0396
Si  8.2386  5.462  26.8872  -0.0034  0.0067  0.0554
Si  0.0307  8.202  26.7989  0.0088  -0.0054  0.0682
Si  5.4593  8.2258  26.9069  -0.0163  0.0172  -0.0344
Si  4.1018  1.3673  28.2701  -0.0695  -0.3689  -0.5368
Si  9.5708  1.3673  28.2701  -0.0574  -0.1208  0.4801
Si  1.3673  4.1018  28.2701  0.048  -0.1469  0.8453
Si  6.8362  4.1018  28.2701  0.1847  -0.1828  -0.2949
Si  4.1018  6.8362  28.2701  -0.0047  0.4757  0.449
Si  9.5708  6.8362  28.2701  0.2398  0.2301  -0.4155
Si  1.3673  9.5708  28.2701  0.2451  -0.1496  -0.7224
Si  6.8362  9.5708  28.2701  -0.0437  -0.0066  0.2091
Si  0  0  29.6374  -0.0657  0.063  -0.04
Si  5.469  0  29.6374  -0.0194  -0.0405  0.0105
Si  2.7345  2.7345  29.6374  -0.0722  0.0865  -0.0006
Si  8.2035  2.7345  29.6374  0.041  0.0152  0.0186
Si  0  5.469  29.6374  -0.0029  -0.0463  0.0179
Si  5.469  5.469  29.6374  -0.0134  0.0394  -0.0538
Si  2.7345  8.2035  29.6374  0.0881  0.0296  0.0263
Si  8.2035  8.2035  29.6374  -0.0271  0.0331  -0.0291
Si  1.3673  1.3673  31.0046  0.0478  -0.0469  0.0045
Si  6.8362  1.3673  31.0046  -0.0168  0.0734  -0.0152
Si  4.1018  4.1018  31.0046  0.0359  -0.1068  0.0055
Si  9.5708  4.1018  31.0046  -0.0238  0.0109  -0.0042
Si  1.3673  6.8362  31.0046  0.0021  0.0377  -0.0129
Si  6.8362  6.8362  31.0046  0.042  -0.0442  0.0088
Si  4.1018  9.5708  31.0046  -0.0736  -0.0266  0.0046
Si  9.5708  9.5708  31.0046  0.0849  -0.0347  0.0015
Si  2.7345  0  0.6835  0.0409  0.0132  0.0136
Si  8.2035  0  0.6835  -0.0454  0.0084  0.0149
Si  0  2.7345  0.6835  -0.0459  0.0763  -0.0329
Si  5.469  2.7345  0.6835  0.0635  -0.0449  -0.0005
Si  2.7345  5.469  0.6835  -0.0401  0.0316  0.0194
Si  8.2035  5.469  0.6835  0.0169  -0.0147  0.0149
Si  0  8.2035  0.6835  -0.0493  -0.0386  -0.0012
Si  5.469  8.2035  0.6835  -0.0413  0.1134  -0.0277
Si  4.1018  1.3673  2.0507  -0.0179  0.1107  -0.0298
Si  9.5708  1.3673  2.0507  0.1934  0.0754  0.0259
Si  1.3673  4.1018  2.0507  -0.0863  -0.1804  0.0288
Si  6.8362  4.1018  2.0507  -0.0354  -0.0669  -0.0117
Si  4.1018  6.8362  2.0507  0.0469  -0.0062  0.0466
Si  9.5708  6.8362  2.0507  0.0601  0.0804  0.0084
Si  1.3673  9.5708  2.0507  0.0128  -0.0142  -0.0091
Si  6.8362  9.5708  2.0507  -0.0941  -0.1786  0.0021
Si  0  0  3.418  -0.2136  0.0518  -0.3724
Si  5.469  0  3.418  0.0505  -0.1184  0.5145
Si  2.7345  2.7345  3.418  0.202  -0.0931  -0.9395
Si  8.2035  2.7345  3.418  -0.2817  0.2057  0.5472
Si  0  5.469  3.418  -0.2219  0.0412  0.1405
Si  5.469  5.469  3.418  0.2647  0.1701  -0.0792
Si  2.7345  8.2035  3.418  -0.0435  0.1542  0.4092
Si  8.2035  8.2035  3.418  -0.333  -0.1415  -0.2756
Si  1.459  1.3182  4.7003  0.017  0.0134  0.0561
Si  6.8157  1.3749  4.8579  0.0052  -0.0149  -0.0812
Si  4.0749  4.0952  4.7162  0.0112  0.0003  0.057
Si  9.4671  4.2263  4.8375  -0.0241  0.0307  -0.0593
Si  1.3136  6.8619  4.7963  -0.0022  -0.0001  -0.0564
Si  6.8548  6.8199  4.8362  -0.0015  -0.0094  0.0334
Si  4.126  9.5356  4.8668  -0.0215  0.0205  -0.0562
Si  9.4617  9.6515  4.7196  -0.0145  -0.0034  0.0177
Si  2.7126  -0.0362  6.2216  0.0078  0.0136  -0.0444
Si  8.1852  0.0299  6.274  0.0311  -0.0293  -0.0026
Si  0.0137  2.7807  5.8992  -0.0592  -0.0433  0.0146
Si  5.3381  2.7267  6.1547  0.0068  -0.0144  0.016
Si  2.7921  5.5481  6.1101  0.0298  0.0017  -0.0173
Si  8.1215  5.5213  6.4465  0.0164  0.0519  -0.0391
Si  -0.2103  8.2034  6.0223  0.0115  -0.0211  0.0208
Si  5.4913  8.1458  6.2627  -0.0177  -0.0133  0.0077
Si  3.4857  1.8501  7.4299  -0.0226  0.0411  0.0437
Si  10.2818  0.8962  7.0661  0.0647  0.0044  0.0321
Si  1.9189  3.5756  6.9009  0.0549  -0.043  0.0215
Si  6.2585  4.3967  7.5132  -0.044  -0.0103  0.0471
Si  4.6181  6.251  7.4626  0.0077  -0.0134  0.0511
Si  8.9454  7.5833  7.5112  0.0078  0.0769  0.0533
Si  0.7995  9.9394  7.1801  -0.0604  0.0416  0.0651
Si  7.0896  9.2672  7.6066  0.0174  -0.0261  0.0659
O  0.769  9.5484  8.8087  -0.0163  -0.0157  0.006
O  2.6619  4.2048  9.4789  0.0242  -0.0032  0.0314
O  10.6376  1.4923  8.6057  -0.0377  -0.0234  0.0372
O  6.4282  9.6819  9.0996  0.005  0.0141  -0.0056
O  3.4343  1.758  9.1021  0.0095  0.0031  -0.0102
O  4.0861  6.4966  9.0254  -0.0029  -0.0336  -0.0085
O  6.3399  3.66  9.0258  0.0129  0.0098  -0.0037
O  9.6157  7.7865  9.0447  0.0054  -0.0019  -0.0088
O  3.1503  2.8416  23.0792  -0.0206  0.01  -0.0013
O  6.2592  10.7367  22.4189  0.0032  0.006  0.0099
O  8.1213  3.2605  23.0734  -0.016  0.0044  0.0173
O  0.0365  4.9647  22.6667  0.0205  0.0073  0.0083
O  8.1653  8.1898  22.7637  -0.0087  -0.0125  -0.0016
O  2.7151  7.6925  22.6845  0.0173  -0.0086  0.006
O  5.8973  4.8164  23.1532  0.015  0.0098  -0.002
O  10.8013  11.2033  22.5996  -0.016  0.0077  0.0103
Si  7.0904  0.1727  21.042  -0.0005  0.0035  -0.0047
Si  7.0918  2.3629  14.8109  0.0042  -0.0011  0.0018
Si  6.8686  2.428  9.981  0.0138  -0.0133  0.0075
Si  3.2109  3.6734  21.6871  0.002  0.0002  0.0081
Si  -3.1307  7.2187  21.5045  0.0044  -0.003  0.0036
Si  -0.5759  9.1226  9.6535  0.0031  0.0175  -0.0048
Si  10.0993  11.4022  21.1316  0.0013  -0.0007  -0.0044
Si  4.1057  3.0422  14.8618  -0.0048  0.0024  0.0023
Si  4.8916  -6.2612  18.2688  0.0043  -0.0037  -0.0004
Si  7.4598  4.2837  12.4679  0.0051  0.0068  0.0031
Si  -1.9426  7.8542  16.8165  0.0016  0.0008  0.0054
Si  5.859  10.4591  10.4425  -0.0067  0.0021  0.0082
Si  3.5219  -1.6828  12.1797  -0.006  -0.0029  -0.0029
Si  7.3564  10.4914  13.2605  0.0043  -0.0007  0
Si  16.1481  -3.8083  19.8382  -0.0019  0.0054  0.004
Si  14.1394  0.2466  14.4138  -0.0032  -0.0034  -0.0009
Si  7.2023  4.3374  22.2818  0.0044  0.0054  -0.0056
Si  0.6002  4.8355  21.1307  -0.0068  0.0043  -0.0053
Si  3.0405  2.8121  10.2941  -0.0039  0.0009  0.0134
Si  11.3944  1.0465  14.9616  0.0018  -0.0023  0.0004
Si  9.5823  1.0903  9.7763  0.0098  -0.0079  -0.0116
Si  15.3972  15.5085  12.2526  0.0032  0.0031  0.0121
Si  5.1395  8.9559  14.6317  -0.0039  -0.0085  0.0003
Si  11.6213  8.0652  12.2577  0.0027  0.0046  0.0058
Si  10.3201  5.2836  12.8582  0.001  0.0028  -0.0042
Si  9.9108  9.4741  14.3531  0.0005  -0.0002  -0.0053
Si  5.7117  2.7037  20.0829  -0.0039  -0.0048  -0.003
Si  8.8902  9.1217  19.6385  0.0048  -0.0021  -0.001
Si  2.7797  6.6984  21.3919  0.0013  -0.0003  -0.0018
Si  9.4608  2.744  16.6652  -0.0018  0.0003  0.0069
Si  11.3391  2.335  12.0263  -0.0051  -0.0022  -0.0042
Si  -0.0826  2.8156  19.2244  -0.0016  0.0023  0.0041
Si  2.9599  5.7746  9.962  -0.0217  -0.0077  0.0085
Si  -0.3564  -5.515  16.0798  0.0041  0.0043  0.0009
Si  5.9664  -3.8787  16.9843  -0.0031  -0.0022  0.0003
Si  2.1373  3.9184  17.2546  -0.0019  0.0017  0.0044
O  19.14  1.7964  9.2965  -0.012  0.006  0.0204
O  16.9621  5.0662  12.3016  -0.0104  -0.0193  0.0025
O  9.4365  4.362  16.5376  0.0153  -0.0083  -0.0044
O  4.2403  -0.7344  15.2032  -0.0007  -0.0054  -0.0326
O  12.6618  3.6436  21.0429  0.0117  0.0158  0.0205
O  1.3093  6.2864  20.7797  0.0217  -0.0191  0.0215
O  11.0075  3.8919  12.3594  -0.0067  -0.0025  0.0054
O  -0.4321  4.2606  19.988  0.0057  -0.0228  -0.0134
O  -1.3354  -8.552  18.2451  0.0211  0.0164  -0.0185
O  4.3888  9.806  10.8745  0.0197  -0.0002  0.0194
O  3.4978  5.2907  21.9059  -0.0232  0.0088  -0.0163
O  10.9278  1.6027  20.3141  -0.0183  -0.0049  0.0036
O  -4.1498  3.5885  20.9077  -0.0154  -0.0058  0.0024
O  -2.8669  5.6683  21.9095  -0.0232  0.0043  -0.001
O  13.7909  10.5243  12.9607  0.0241  -0.023  0.0096
O  3.5269  5.6983  11.5063  0.0144  -0.0284  -0.0209
O  8.5288  11.816  21.4209  0.0025  -0.0279  -0.0226
O  10.4718  5.5402  14.4494  0.0001  -0.0067  0
O  1.5597  6.5551  9.6946  0.0068  -0.0159  0.0101
O  4.2654  3.2007  11.3257  -0.0297  0.0197  -0.0094
O  11.4956  12.4462  13.4027  -0.003  0.0056  0.0096
O  8.9267  -0.8682  13.1969  -0.0056  -0.009  0.0254
O  11.1894  8.6661  13.7127  -0.0148  0.0054  -0.0092
O  7.0679  1.0643  13.8166  0.006  -0.002  0.0055
O  5.6352  2.8141  15.3979  0.0062  0.0044  -0.0025
O  7.3859  3.0699  11.3817  -0.0127  0.0015  -0.0057
O  4.2363  2.882  20.742  0.0169  0.0081  -0.0056
O  14.915  4.2869  13.7907  0.0144  -0.0126  -0.0179
O  5.8393  12.0875  10.135  0.0143  -0.0076  -0.0048
O  -4.6938  7.4703  21.0515  0.016  -0.0118  -0.0106
O  10.7352  8.8661  11.1824  0.0116  -0.011  -0.0112
O  5.2255  -3.1594  15.7311  0.0091  0.0083  0.0039
O  5.29  5.5205  19.6044  -0.001  0.017  -0.0171
O  12.8664  0.5043  15.392  0.0006  -0.0003  -0.0222
O  -2.1803  5.2843  12.3112  0.0102  -0.0131  0.0085
O  3.6824  7.4847  20.2819  0.0112  -0.022  0.0129
O  11.1822  6.4815  12.1328  -0.0095  -0.0009  0.009
O  8.8261  -3.3215  20.289  -0.0189  0.0211  0.0095
O  9.0642  8.5468  15.3552  0.0124  0.0071  0.0018
O  -0.6877  6.8136  16.8558  -0.0164  -0.0059  -0.0105
O  6.1514  1.1463  20.1356  0.0143  0.0125  0.0194
O  7.473  -1.0798  20.0507  0.027  0.0064  0.0087
O  3.0292  3.1848  16.0765  0.0093  0.0065  -0.0198
O  5.4819  -5.449  16.9787  -0.0024  0.0156  0.0257
O  8.1051  2.085  16.0561  0.0049  0.0192  -0.0183
O  10.4042  -0.1977  15.2235  0.0072  0.0002  -0.0125
O  6.8323  10.2934  11.7348  -0.0185  0.0086  -0.0066
O  12.0914  4.9921  16.5183  -0.0102  -0.018  0.0072
O  1.2521  2.9571  18.2523  -0.0162  0.0183  -0.0004
O  10.8049  2.2713  15.8396  -0.016  -0.0072  -0.0018
O  6.6345  9.4717  14.2951  -0.0126  0.0124  -0.0148
O  3.2594  -6.2855  18.1844  0.0085  -0.0103  -0.0102
O  7.5797  7.0616  16.8587  -0.0054  0.0151  0.007
O  5.5727  3.2082  18.52  -0.0074  0.0106  0.0199
O  5.5493  7.816  18.3896  0.0036  -0.0288  -0.0057
O  -1.8475  -1.9928  18.0285  -0.0069  -0.0245  0.0036
O  1.7648  2.2601  11.133  0.0104  0.017  0.0062
O  10.1164  10.0099  20.2613  -0.03  0.0162  0.0091
O  2.256  -2.6686  11.8638  -0.0086  0.012  0.018
O  4.4829  8.4307  13.2221  -0.0104  0.0338  0.0101
O  9.3339  -0.53  9.6865  0.0191  0.0061  0.0063
O  7.6591  14.561  13.9391  -0.0179  -0.011  -0.0088
O  3.8005  1.6953  14.0111  -0.0064  0.0023  0.0198
O  10.118  1.6298  11.2036  0.0108  0.0085  -0.0111
H  0.8272  6.2712  10.2746  0.0024  0.009  -0.0081

Results
free energy: -129445.438 eV
free energy less fixed offsets of H -17.10, O -569.03, Si -635.61 eV per atom: -5.418 eV

The program warned: the cutoff lies below the one the program advises for these potential files; the exchange-correlation potential is rough where the density is thin.
